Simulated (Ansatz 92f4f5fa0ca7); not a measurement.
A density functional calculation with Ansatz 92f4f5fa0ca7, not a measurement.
Periodic cell of 164 atoms, Si92O72, from a study of silicon, its oxide and their interface. The atomic structure is a simulated model.

Settings
functional: r2SCAN
potential files: Ansatz norm-conserving
basis: plane waves
wave-function cutoff: 1300 eV
density cutoff ratio: 4
exchange-correlation grid ratio: 1
k mesh: 2 x 2 x 1, shifted by 0.5 0.5 0.5 of a step
self-consistency stop: 5e-10 eV per atom in the density residual
occupations: Fermi-Dirac, 0.05 eV
spin: none
net charge: 0

Cell vectors (angstrom)
a	10.8129	-0.0509	0.0723
b	-0.0509	10.7711	0.0599
c	0.1525	0.1263	23.5165

Atoms: element, x, y, z (angstrom)
Si	1.5998	4.6288	21.2441
Si	5.2594	10.4773	12.9795
Si	3.684	0.5545	19.3278
Si	10.165	9.496	20.3126
Si	3.9781	6.4012	16.293
Si	3.0504	8.6659	23.3542
Si	8.775	9.6237	14.8339
Si	6.0948	4.9791	0.3471
Si	1.3767	1.2652	1.3147
Si	4.3237	4.1006	1.5272
Si	1.3922	6.5325	1.3797
Si	4.2549	9.2783	1.4895
Si	7.0302	1.5466	1.3854
Si	9.5646	4.0596	1.3917
Si	6.8713	6.7374	1.5953
Si	9.4708	9.267	1.4815
Si	2.7664	10.6796	2.7372
Si	0.141	2.7244	2.677
Si	2.8037	5.3159	2.8187
Si	0.1212	8.0525	2.7607
Si	8.3117	0.0413	2.7346
Si	5.548	2.6536	2.8594
Si	8.2492	5.3584	2.9075
Si	5.4284	7.9267	2.9737
Si	4.1253	1.2602	4.0969
Si	1.4854	3.967	4.1705
Si	4.152	6.5497	4.3416
Si	1.4442	9.389	4.2054
Si	9.6775	1.2882	4.2067
Si	6.8893	4.0279	4.2946
Si	9.5832	6.6917	4.2712
Si	6.8501	9.4093	4.1564
Si	0.102	10.7351	5.6641
Si	2.8311	2.5905	5.5347
Si	0.0784	5.3044	5.501
Si	2.7677	8.0053	5.5216
Si	5.4454	10.7169	5.5053
Si	8.2901	2.6479	5.5699
Si	5.5324	5.305	5.7884
Si	8.1936	8.0836	5.5784
Si	1.603	1.2466	7.025
Si	4.1896	3.795	7.0693
Si	1.3664	6.7015	6.8516
Si	4.0987	9.3506	6.871
Si	6.8203	1.338	6.8
Si	9.6016	3.9356	7.0212
Si	6.902	6.8124	7.1018
Si	9.388	9.4319	7.1356
Si	2.9176	10.5934	8.4586
Si	0.2727	2.6966	8.2827
Si	2.6462	5.2134	8.0705
Si	10.7351	7.8693	8.2735
Si	7.7825	10.755	8.3858
Si	5.5485	2.3894	8.4593
Si	8.4352	5.5	8.3261
Si	5.6582	8.4584	8.3474
Si	6.5753	3.9509	16.1736
Si	0.6384	9.8802	16.3698
Si	3.185	4.8124	14.7445
Si	6.983	8.0896	14.3805
Si	3.8265	7.1125	10.4508
Si	4.692	2.1175	21.645
Si	5.0244	0.3057	9.7014
Si	8.3444	4.3158	18.734
Si	4.4072	4.6578	11.9387
Si	6.2015	6.3507	15.9298
Si	0.2637	3.2858	18.9739
Si	6.4045	0.2743	23.2937
Si	0.7842	0.4468	18.2048
Si	10.669	6.7896	10.4788
Si	8.2355	7.8492	0.1116
Si	1.5292	4.1488	10.7967
Si	2.9772	6.5638	19.1016
Si	10.1211	10.4565	12.2936
Si	6.9747	1.308	14.8749
Si	0.2303	10.2036	23.2624
Si	7.3292	3.9843	10.9571
Si	1.0418	7.6301	18.3596
Si	8.746	1.262	10.0282
Si	8.7538	6.0996	12.6378
Si	4.711	1.7063	16.6123
Si	1.2628	8.7857	10.4452
Si	2.7288	0.5978	14.4698
Si	10.7045	5.7914	23.5031
Si	10.6514	5.7865	17.6054
Si	7.9586	3.4254	23.5443
Si	3.5112	3.1927	23.2629
Si	0.2026	5.0117	14.4556
Si	0.6348	2.3782	13.182
Si	6.9279	4.0945	21.4557
Si	4.6486	8.6677	20.6057
Si	7.5982	9.0204	21.7161
O	2.4406	4.1719	22.535
O	5.1549	0.7438	22.3856
O	2.107	1.8401	13.6102
O	8.3115	0.405	14.9705
O	1.7102	9.5825	23.4256
O	8.618	8.9955	20.4389
O	7.3519	3.7217	17.6039
O	3.7535	10.5722	13.6235
O	10.8229	3.3368	14.3784
O	6.1956	0.9708	13.4782
O	9.9327	9.4064	15.9781
O	3.5537	5.7642	17.7922
O	10.5891	9.9518	21.8049
O	6.1622	8.5101	21.1457
O	10.0138	5.7835	13.5902
O	5.6874	9.6276	0.6766
O	3.5998	1.6325	20.5365
O	1.5128	10.3606	15.0576
O	5.9815	2.8524	20.9608
O	1.7057	9.6714	9.1491
O	3.627	8.6898	21.8516
O	0.7744	2.059	18.0564
O	3.4069	1.2883	15.7624
O	6.272	10.001	9.0212
O	0.5962	9.8041	11.5272
O	9.5359	6.8631	23.169
O	7.572	4.7224	20.1085
O	2.1451	10.8112	18.9993
O	7.6281	7.0127	13.3137
O	5.054	3.2932	16.4039
O	4.2534	7.4332	19.6423
O	10.1789	1.8978	9.5219
O	3.2701	6.088	9.311
O	6.0004	0.8497	16.1069
O	9.3639	6.9609	11.3989
O	7.8497	2.4643	10.7062
O	10.2964	10.7736	19.3221
O	0.8519	5.6261	10.7918
O	1.7577	5.3177	14.0331
O	10.5267	1.0384	13.0566
O	9.8299	6.4625	8.9565
O	3.0911	4.0557	11.1858
O	4.5364	10.0387	19.7466
O	2.6314	8.0717	10.9962
O	4.4202	1.3507	18.1363
O	4.2681	4.4274	13.5498
O	9.4932	9.4412	13.3741
O	7.2723	2.9174	15.0552
O	1.3951	3.6791	9.2061
O	9.4502	3.1907	19.1553
O	5.7438	3.9591	11.3472
O	0.244	0.8751	0.1393
O	0.3852	5.4676	21.9071
O	7.6477	4.915	9.6577
O	9.0634	0.1134	11.1387
O	1.3388	8.5797	17.0501
O	8.1322	4.6693	12.1944
O	0.7146	4.6178	18.1831
O	4.4305	6.2601	11.6856
O	5.0509	7.9388	9.7899
O	10.7001	5.4977	16.0078
O	2.5303	5.5067	20.2606
O	2.4784	7.01	0.1984
O	5.9679	5.2547	22.1749
O	0.259	8.3643	19.6089
O	2.6143	1.7457	0.3555
O	7.5166	10.5677	22.2948
O	5.9128	9.0691	13.5165
O	9.093	5.6299	18.1167
O	0.7161	3.1763	11.7731
O	5.1449	10.6458	11.361
O	0.9593	3.3494	20.4405

Results
free energy: -44232.493 eV
free energy less fixed offsets of O -463.61, Si -117.95 eV per atom: -1.173 eV
pressure: -0.65 GPa
stress xx, yy, zz, yz, xz, xy (GPa, positive in tension): 0.62, -0.13, 1.45, 0.15, -0.24, -0.77

Forces (eV/angstrom), in the order of the atoms: element, x, y, z
Si	0.0343	-0.2407	-0.255
Si	-0.1402	0.1047	0.9677
Si	0.095	0.124	-0.3016
Si	-0.5456	-0.063	-0.0152
Si	-0.1824	-0.0985	0.3787
Si	-0.4498	-0.2638	-0.6128
Si	0.0112	0.2729	0.3482
Si	0.0492	-0.0385	-0.4172
Si	0.1472	0.2782	-0.5598
Si	0.0315	0.1833	0.1298
Si	0.1635	0.194	-0.398
Si	0.6731	-0.0897	0.4345
Si	0.0996	0.2379	0.1373
Si	-0.2725	0.1482	-0.1649
Si	-0.072	-0.2575	-0.1551
Si	0.0801	-0.0374	-0.0531
Si	-0.1031	0.186	0.115
Si	0.0528	-0.0244	0.0404
Si	0.1535	-0.0366	0.2811
Si	-0.0192	-0.1401	0.1612
Si	-0.0573	-0.1807	-0.0247
Si	-0.0167	-0.1358	0.1522
Si	0.0374	0.1602	-0.2007
Si	0.1366	0.035	0.0235
Si	-0.038	0.1223	-0.0611
Si	-0.3424	-0.3031	-0.1542
Si	-0.1978	0.2222	-0.258
Si	-0.2107	-0.0638	-0.2881
Si	-0.032	0.1488	-0.083
Si	0.0377	-0.1122	-0.236
Si	0.1364	-0.05	-0.0787
Si	-0.2575	-0.0304	-0.324
Si	0.0278	0.0175	0.2867
Si	0.0169	0.2402	0.1688
Si	0.2412	0.2308	-0.0966
Si	0.1846	-0.2982	0.2847
Si	0.3258	-0.0656	0.0214
Si	-0.0657	-0.2373	-0.0332
Si	-0.0084	-0.1322	0.3432
Si	0.0633	0.3795	0.2019
Si	0.1139	0.0527	-0.14
Si	0.0008	-0.6562	0.0403
Si	-0.6012	-0.0563	-0.4116
Si	0.2236	0.1088	-0.0805
Si	-0.6246	0.135	-0.0768
Si	0.2366	0.1071	0.0039
Si	0.1399	0.261	0.0339
Si	-0.1536	-0.5896	-0.3627
Si	0.169	0.0543	0.362
Si	-0.1795	-0.0393	0.5911
Si	0.6555	0.3897	0.3221
Si	-0.0052	0.727	-1.7736
Si	0.1138	-0.1473	-0.7487
Si	0.2287	0.0913	0.0375
Si	-0.1667	-0.2248	0.8577
Si	-0.239	-0.3665	0.1467
Si	-0.2307	0.2184	-0.2835
Si	-0.0518	0.17	-0.5687
Si	-0.0659	0.3692	-0.0001
Si	-0.5143	-0.7564	-0.1183
Si	-0.1026	0.1961	0.3847
Si	0.038	-0.2552	-0.4833
Si	-0.5692	0.3211	-0.2872
Si	-0.1732	0.0479	-0.0636
Si	0.1801	-0.108	0.7456
Si	0.3008	0.1443	0.1662
Si	-0.0323	0.0149	-0.1533
Si	0.0012	-0.1538	-0.3039
Si	0.1287	0.4523	0.1171
Si	0.6371	1.4266	1.1227
Si	0.3938	-0.6795	0.5721
Si	-0.0738	-0.16	0.4177
Si	0.7095	-0.4072	-0.214
Si	0.2604	0.0848	0.417
Si	0.0575	0.3264	0.2923
Si	-0.2291	0.3671	0.2573
Si	-0.2279	-0.1543	0.1525
Si	-0.1093	0.1456	0.0172
Si	0.1804	0.4738	0.6045
Si	0.038	0.1505	0.4661
Si	0.1156	0.2935	0.0499
Si	-0.9799	-1.421	0.654
Si	0.1037	0.1199	0.2031
Si	0.0146	-0.4233	0.2192
Si	-0.3657	-0.5545	-0.1493
Si	-0.1545	0.4176	0.4701
Si	-0.4933	-0.223	-0.0039
Si	0.2495	0.012	0.3387
Si	0.0692	0.0925	0.5329
Si	-0.4265	0.1152	-0.3398
Si	0.2254	-0.0653	-0.3271
Si	-0.3397	0.2351	-0.7375
O	0.0307	-0.0972	0.0538
O	0.1099	0.0692	-0.0211
O	-0.2449	-0.089	-0.069
O	0.0067	-0.2401	-0.1811
O	0.3051	-0.2951	-0.2057
O	0.3181	0.1244	0.2673
O	0.122	0.0474	0.1621
O	0.2505	0.0899	-0.2223
O	0.1687	0.0308	-0.4026
O	-0.0145	-0.1999	-0.1547
O	0.0834	0.0464	-0.2314
O	-0.2878	0.4022	0.1625
O	0.1973	-0.0586	-0.135
O	0.1947	0.1482	0.1951
O	-0.1588	-0.044	-0.2411
O	-0.3799	0.0124	0.0635
O	0.2671	-0.0822	0.1242
O	-0.1303	0.0407	0.1863
O	-0.1432	-0.0398	0.2111
O	0.354	0.2714	0.1919
O	-0.09	0.1202	0.1716
O	-0.0767	-0.14	0.2729
O	-0.0177	-0.097	-0.1786
O	0.1194	-0.4091	0.0446
O	-0.1295	0.6145	0.0055
O	-0.203	0.305	-0.0506
O	0.137	-0.1263	0.0967
O	-0.0139	0.0959	-0.0239
O	0.289	0.1314	-0.3162
O	0.5821	-0.4709	0.1221
O	-0.2641	0.1549	0.2897
O	0.0418	0.1035	-0.274
O	-0.1567	-0.2995	-0.2094
O	-0.0542	0.1533	-0.2601
O	-0.5077	-0.5627	0.0762
O	0.5	-0.2333	0.0071
O	0.2145	-0.2055	0.0441
O	-0.0182	-0.9243	-0.1165
O	-0.1014	-0.4517	-0.2966
O	-0.0152	-0.1661	-0.3012
O	-0.5692	-0.5058	0.3044
O	-0.2031	0.0836	-0.1639
O	-0.1475	-0.0083	0.3064
O	0.9963	-0.0242	-0.3381
O	-0.2025	-0.1482	0.1722
O	-0.4062	0.0851	-0.7723
O	0.006	0.1626	-0.1626
O	-0.167	-0.475	0.0666
O	-0.1347	0.1217	-0.4645
O	0.2463	0.2511	-0.1203
O	0.0885	0.1921	0.0208
O	0.5317	-0.0815	0.4
O	-0.1666	0.16	0.2693
O	0.5686	0.3869	-0.4829
O	-0.0052	0.0806	-0.1377
O	-0.0472	0.0839	0.1456
O	-0.0341	0.003	-0.4454
O	-0.3278	0.0173	0.1133
O	-0.1861	0.0347	-0.4253
O	-0.1084	-0.0388	-0.385
O	0.0017	0.0246	0.0227
O	-0.1295	-0.0338	0.2707
O	-0.0421	0.382	0.2001
O	0.6449	-0.3644	0.4891
O	0.0679	0.1136	-0.0368
O	-0.2407	0.2393	0.1683
O	-0.3673	-0.1489	0.2301
O	0.2662	0.1285	-0.0886
O	0.3519	-0.247	0.1514
O	0.0448	0.0999	-0.2061
O	0.0088	0.2867	-0.6929
O	0.126	0.3265	0.0581

The program warned: the forces do not sum to zero within the program's tolerance.
